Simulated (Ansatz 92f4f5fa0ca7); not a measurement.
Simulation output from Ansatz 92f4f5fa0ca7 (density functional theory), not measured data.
Periodic cell of 222 atoms, Si131O89P2, from a study of silicon, its oxide and their interface. The atomic structure is a simulated model.
Doubt: the cutoff is far below the 930 eV that the study's wrapper takes by default for these files, so forces and energies are approximate.
This geometry differs little from another in the collection (a relaxation step or a small displacement).

Settings: functional PBE; potential files Ansatz PAW; basis plane waves; wave-function cutoff 580 eV; density cutoff ratio 5; exchange-correlation grid ratio 1; k mesh 1 x 1 x 1, Gamma-centred; self-consistency stop 5e-08 eV per atom in the density residual; occupations fixed; spin none; net charge 0.

Cell vectors (angstrom)
a  10.938  0  0
b  0  10.938  0
c  0  0  32.1988

Atoms and the computed forces on them: element, x, y, z (angstrom), force x, y, z (eV/angstrom)
Si  10.5523  0.2238  24.9021  0.1018  -0.2764  -0.0755
Si  5.7103  10.6485  24.7281  -0.0152  0.0138  -0.014
Si  2.5328  2.9444  24.6568  0.0242  -0.0247  -0.0157
Si  8.4158  2.4908  24.8531  -0.2124  0.0562  -0.1427
Si  0.3353  5.2248  24.7405  -0.0198  0.0074  -0.0134
P  5.17  5.7581  24.7588  0.1309  -0.2416  0.0098
P  2.9633  8.035  24.3696  0.1385  -0.0306  0.0252
Si  7.9253  8.3922  24.7499  0.0068  0.0217  0.0067
Si  1.3579  1.376  26.0218  0.0072  0.0317  0.0248
Si  6.8263  1.2919  26.1257  0.0192  0.0064  0.032
Si  4.1534  4.1052  26.0128  0.0021  0.0317  0.0271
Si  9.6408  4.1035  26.0733  0.0085  -0.0114  0.0099
Si  1.4834  6.9395  25.9167  -0.0432  0.0097  0.0388
Si  6.772  6.7698  26.068  -0.0074  -0.0135  -0.024
Si  4.028  9.4674  25.9297  0.0095  -0.0164  0.0245
Si  9.4559  9.5359  26.1807  0.0048  0.0338  0.0329
Si  2.737  -0.0302  27.3369  0.007  -0.0272  -0.0274
Si  8.1607  -0.0222  27.5609  -0.0029  0.0092  -0.0376
Si  0.0135  2.7127  27.4581  0.0133  -0.02  -0.0005
Si  5.4535  2.7027  27.4159  -0.01  0.0174  -0.0531
Si  2.7632  5.5087  27.3611  0.0028  -0.0218  0.0044
Si  8.2272  5.4573  27.4001  -0.0107  0.0126  -0.0198
Si  0.0209  8.1674  27.3734  0.005  -0.016  -0.0167
Si  5.41  8.1791  27.4056  0.0066  0.0172  -0.0063
Si  4.0769  1.3363  28.76  0.0059  0.0169  -0.0057
Si  9.5809  1.3625  28.8396  -0.0094  -0.0157  -0.0309
Si  1.3875  4.1193  28.7537  0.0044  0.0404  0.0188
Si  6.8423  4.0873  28.7628  0.0039  -0.013  0.0075
Si  4.0924  6.8215  28.7973  -0.0064  0.0095  0.0251
Si  9.5892  6.8197  28.7698  0.0104  0.0067  -0.0056
Si  1.3685  9.5634  28.743  -0.0072  0.0024  0.0051
Si  6.7735  9.5312  28.8245  -0.0008  -0.0024  0.0029
Si  0.018  -0.0183  30.154  0.0068  0.0004  0.0005
Si  5.4464  0.0011  30.1614  -0.0097  0.0103  -0.0037
Si  2.7376  2.7376  30.1319  -0.0043  -0.0215  -0.0039
Si  8.2003  2.7383  30.1589  0.0041  0.0093  0.0042
Si  0.0143  5.4609  30.1442  -0.014  0.0013  -0.003
Si  5.4782  5.4588  30.1434  0.0011  0.0012  0.0073
Si  2.7258  8.2064  30.1417  0.0062  0.0002  0.0058
Si  8.2086  8.1863  30.1438  0.0043  -0.0047  -0.0034
Si  1.3673  1.3673  31.515  0.0543  0.05  -0.0415
Si  6.8362  1.3673  31.515  -0.0245  0.0109  -0.0168
Si  4.1018  4.1018  31.515  0.0622  -0.0708  -0.0452
Si  9.5708  4.1018  31.515  0.0437  0.0471  -0.0098
Si  1.3673  6.8362  31.515  0.0022  0.0571  -0.0427
Si  6.8362  6.8362  31.515  0.058  -0.0988  0.0196
Si  4.1018  9.5708  31.515  -0.1816  -0.0582  0.0641
Si  9.5708  9.5708  31.515  -0.0133  -0.0516  -0.0229
Si  2.7345  0  0.6835  0.0676  -0.0107  0.1141
Si  8.2035  0  0.6835  -0.0539  0.0663  -0.0861
Si  0  2.7345  0.6835  -0.0692  -0.0104  0.0753
Si  5.469  2.7345  0.6835  0.075  -0.0435  0.0174
Si  2.7345  5.469  0.6835  -0.0275  0.1813  -0.1401
Si  8.2035  5.469  0.6835  0.0748  -0.0582  0.1041
Si  0  8.2035  0.6835  0.0567  -0.1151  -0.0184
Si  5.469  8.2035  0.6835  -0.0352  0.0472  0.0551
Si  4.1199  1.3631  2.056  0.0037  -0.0017  -0.0063
Si  9.5648  1.3595  2.0523  -0.0005  0.0011  0.0047
Si  1.3664  4.1238  2.0364  -0.0052  0.0023  -0.0014
Si  6.8485  4.0865  2.0587  -0.0013  0.0017  -0.0027
Si  4.1041  6.8298  2.0522  0.0015  0.0008  0.0068
Si  9.5765  6.8395  2.0525  0.0012  -0.001  -0.0075
Si  1.3773  9.5551  2.0512  0.0051  -0.0044  -0.0044
Si  6.8268  9.5942  2.0493  -0.0026  0.0048  0.0007
Si  -0.0075  -0.0267  3.3896  0.0088  0.0077  0.0106
Si  5.4888  0.0176  3.4696  -0.006  0.0009  -0.0087
Si  2.7741  2.7902  3.3641  -0.0082  -0.0168  0.0178
Si  8.1912  2.7012  3.4495  0.0017  0.0077  -0.0079
Si  0.0187  5.4849  3.4325  -0.0043  0.0002  -0.0047
Si  5.4824  5.4696  3.4061  0.0045  0.0004  0.008
Si  2.7669  8.2124  3.4441  -0.0097  0.0013  -0.0073
Si  8.2061  8.2331  3.38  0.0003  -0.0088  0.0098
Si  1.3888  1.4011  4.6329  -0.0006  0.004  -0.0149
Si  6.8418  1.358  4.9059  -0.0002  -0.0039  0.0085
Si  4.1536  4.094  4.802  -0.001  0.0043  -0.0061
Si  9.5716  4.0936  4.7601  -0.0004  -0.0059  0.0036
Si  1.4084  6.8419  4.8171  0.0047  0  0.0036
Si  6.8221  6.8967  4.7273  -0.0021  0.0025  -0.0065
Si  4.1302  9.5861  4.8427  0.0053  -0.0001  0.0118
Si  9.5539  9.5603  4.7898  -0.0042  -0.0023  -0.0089
Si  2.7427  0.1218  6.0578  -0.0015  0.0041  -0.003
Si  8.2032  -0.0513  6.2634  -0.0026  -0.0009  0.0018
Si  0.0223  2.6839  6.0421  0.0038  0.0005  0.0016
Si  5.4715  2.736  6.2901  0.0003  -0.0016  0.0001
Si  2.8114  5.488  6.1754  -0.0005  0.0014  0.0023
Si  8.1693  5.4922  6.0379  0.0004  -0.0003  0.0011
Si  0.0077  8.1982  6.1545  -0.0018  -0.0019  0.0014
Si  5.523  8.2316  6.2292  -0.0019  0.0004  0.0014
Si  3.8301  1.5863  7.6003  -0.0032  0.0032  -0.0102
Si  9.833  1.1519  7.4512  0.0057  0.0034  -0.0054
Si  1.6235  3.8138  7.3089  -0.0017  -0.0041  -0.0088
Si  6.6443  4.4308  7.4736  -0.0006  0.0065  -0.0028
Si  4.3987  6.6453  7.5446  0.0053  -0.0029  -0.0083
Si  9.3573  6.9627  7.4032  -0.0027  0.0008  -0.0036
Si  1.1359  9.9328  7.2908  0  0.0032  -0.0051
Si  7.1525  9.2413  7.6654  -0.0005  -0.0022  -0.0107
O  8.3019  8.0997  7.9193  0.001  0.0043  -0.0021
O  2.7097  2.7493  7.9501  0.0026  -0.0028  0.0002
O  9.4966  1.3564  24.3639  0.0167  0.1606  0.0176
O  0.024  0.0388  7.9572  -0.0029  -0.0017  -0.0017
O  5.5187  5.5216  8.0311  0  -0.0019  -0.0022
O  6.8302  9.5256  24.2246  -0.002  -0.0221  -0.0072
O  1.43  4.0956  24.1887  -0.0074  0.0211  0.0194
O  3.854  7.3992  8.9337  -0.0042  0.0038  -0.0017
O  0.813  4.3936  8.6031  -0.0023  0.0058  0.0022
O  9.8054  6.1862  8.796  0.0029  -0.0034  -0.0055
O  2.1138  9.4038  8.4967  0.0034  -0.0019  -0.0008
O  7.5055  3.9453  8.7956  0.0026  -0.0045  -0.0042
O  4.2596  0.9451  9.0717  0.0033  -0.002  -0.0001
O  6.7186  9.5796  9.2176  -0.0004  0.0011  0.0035
O  9.2025  1.8699  8.7965  -0.006  0.0037  0.0005
O  7.7707  3.0284  23.4349  -0.1803  0.1668  0.0374
O  10.5188  5.8238  23.4098  0.0032  0.004  0.0027
O  5.1493  0.4493  23.3676  0.0091  -0.0195  0.043
O  6.0463  5.071  23.534  -0.0396  -0.0952  -0.1836
O  3.1239  2.1984  23.2971  -0.0283  0.0106  0.022
O  2.2372  9.0865  23.2899  -0.1797  0.0944  0.0066
O  8.654  7.7592  23.4114  -0.0181  -0.0063  0.0345
O  -0.0478  10.3606  23.5217  0.0597  -0.0131  -0.0348
Si  4.4084  1.59  22.4729  -0.0432  -0.0452  -0.0296
Si  3.4799  7.9645  14.0221  -0.0002  0.0004  0.0203
Si  7.1007  0.9995  14.6583  -0.0011  -0.0026  0.0183
Si  0.8322  9.4678  22.5168  0.0214  0.0233  -0.0149
Si  1.1718  4.3371  11.8769  -0.0018  0.002  0.0188
Si  6.2555  9.003  15.3069  -0.0014  -0.0015  0.0235
Si  0.6657  1.3965  12.2946  -0.0008  0.0001  0.0204
Si  8.6016  5.0083  20.5159  0.0084  0.0003  -0.0217
Si  0.3198  5.7321  9.3569  -0.0022  -0.0008  0.0118
Si  5.0798  3.1672  17.935  0.0012  0.0072  0.0213
Si  0.8641  3.7905  16.7375  -0.002  -0.0004  0.0206
Si  10.3734  2.9106  19.2123  -0.0056  0.0003  0.0158
Si  5.2718  1.2074  10.3475  0.0017  -0.0024  0.0182
Si  0.8487  0.2487  19.8232  0.0037  -0.0067  0.0055
Si  6.635  9.4867  10.8558  -0.0028  0.0036  0.0159
Si  9.3136  9.7298  18.3029  0.0008  0.0011  0.0187
Si  9.3821  9.2764  12.5539  -0.0019  0.0013  0.0204
Si  6.6141  3.8319  22.616  0.0416  0.0375  0.2572
Si  2.436  8.0885  9.3763  0.0008  -0.004  0.0129
Si  10.5721  7.4131  17.0768  0.002  0.0013  0.0237
Si  2.4921  6.335  16.5741  0.0037  0.0036  0.0219
Si  10.1644  4.529  14.1786  0.0015  -0.0014  0.0187
Si  6.1164  9.2299  18.5027  -0.0057  -0.0057  0.0148
Si  7.9637  2.5926  9.572  0.0017  -0.0004  0.0129
Si  8.868  2.1798  12.4451  -0.0007  0.0012  0.0183
Si  5.3165  6.2921  18.0626  -0.0004  0.0036  0.0256
Si  3.905  0.6041  19.4634  0.0037  0.0044  0.0193
Si  4.2671  3.8671  12.0433  0.0001  -0.0018  0.021
Si  5.5333  6.63  12.1338  0.0006  0.002  0.021
Si  7.988  2.5547  17.2097  0.0028  -0.0003  0.0207
Si  4.3407  2.5148  14.9622  -0.0004  0.0024  0.0205
Si  1.5188  1.2505  15.2601  -0.0013  0.001  0.0196
Si  1.5621  9.4421  12.0341  0.0029  -0.0021  0.0199
Si  8.0402  6.8877  13.8583  -0.0028  0.0005  0.0217
Si  10.3614  9.8718  15.4733  -0.0004  0.0026  0.0198
Si  9.8327  7.0247  22.554  -0.0073  -0.0391  -0.0314
Si  8.0826  5.5349  17.4139  -0.0044  -0.0004  0.0289
O  6.0384  7.9868  11.2884  -0.0013  -0.0035  -0.0108
O  5.9997  9.2402  16.8853  0  0.0014  -0.0116
O  7.6634  1.4064  13.1893  -0.0017  -0.0011  -0.0091
O  0.8778  1.7783  13.8653  0.0015  0.0002  -0.008
O  9.408  6.3007  16.8959  0.0006  -0.0019  -0.0151
O  6.749  6.2324  13.1362  0.0024  0.0001  -0.0104
O  5.1119  4.7052  18.6021  0  -0.0029  -0.0108
O  9.2055  2.2116  18.2625  0  0.0009  -0.0128
O  2.3448  0.1469  19.0882  -0.0036  0.0003  -0.0073
O  9.3748  10.268  16.7385  0.0003  0  -0.0118
O  2.7794  4.465  11.7039  0.0008  -0.0012  -0.0121
O  5.0425  10.3681  19.0891  -0.0007  0.0013  -0.006
O  9.4112  3.2805  13.4853  0.0003  0.0014  -0.0107
O  0.4372  1.837  19.9348  0.0031  0.0004  -0.0014
O  3.1332  1.3989  15.0703  -0.0008  -0.001  -0.0117
O  8.1187  5.4261  19.0308  -0.0011  -0.0005  -0.0049
O  3.8683  6.6441  17.3944  -0.0019  -0.0004  -0.0133
O  4.5584  3.3235  16.3784  -0.0008  0.0004  -0.012
O  9.0554  5.7086  14.3112  0.0003  0.0003  -0.012
O  5.4246  2.8244  22.1526  0.1317  0.1301  0.064
O  10.6522  4.1867  15.6783  0.0005  0.0008  -0.0097
O  0.3134  3.9317  18.2685  0.0035  0.0025  -0.0114
O  10.3966  10.5908  19.1763  -0.0035  0.0013  -0.013
O  9.6351  10.0577  14.0107  0  -0.0005  -0.0094
O  10.96  8.1139  22.1047  0.034  0.0318  -0.0042
O  1.1705  2.2046  16.5304  -0.0012  0.0011  -0.0112
O  9.6997  3.8017  20.4054  0.0016  0.0009  -0.0012
O  8.1053  4.0859  16.6814  0.001  0.0022  -0.0145
O  -0.0496  9.1307  11.8922  -0.0024  0.0002  -0.0125
O  6.563  2.4606  18.0028  -0.0026  -0.0008  -0.006
O  5.5723  10.7417  11.1942  0.0003  -0.0017  -0.0107
O  7.7274  9.6393  18.8296  -0.0008  -0.0006  -0.0057
O  10.016  1.0562  12.0601  -0.0004  0.0001  -0.0117
O  1.3034  6.9807  9.066  0.0015  0.002  -0.0102
O  0.6174  4.7969  13.3475  -0.0027  0.0003  -0.0087
O  5.6823  7.6706  18.9796  0.003  0.0024  -0.0084
O  5.2284  5.1133  11.5175  -0.0007  0.0005  -0.0121
O  2.7032  7.027  15.1143  -0.0018  -0.0005  -0.0095
O  0.9042  2.7719  11.4655  -0.0008  -0.0005  -0.0118
O  0.8392  10.7236  15.5537  -0.0002  -0.0001  -0.0112
O  2.4015  8.6115  10.9099  -0.0023  0.0041  -0.0041
O  4.6888  2.4572  11.2706  -0.0021  0.0051  -0.0102
O  4.2356  3.5405  13.674  0.0001  -0.0015  -0.0082
O  2.1826  4.7258  16.4799  -0.0007  -0.0011  -0.012
O  10.6856  8.2856  15.692  -0.0002  0.0001  -0.013
O  6.9216  10.3311  14.6658  0.0006  0.0016  -0.0127
O  2.3301  8.9858  13.4195  0.001  -0.0004  -0.0104
O  8.0111  1.5742  15.8998  0.0019  0.0002  -0.0113
O  4.1176  7.0231  12.8536  -0.0027  0.0018  -0.0105
O  4.1542  2.0583  18.72  -0.0002  0.0009  -0.0109
O  7.2766  4.488  21.2976  -0.0122  -0.0006  0.0109
O  8.4052  2.9577  11.0944  0.0025  -0.0003  -0.0049
O  1.1611  6.9069  17.3564  -0.0016  -0.0007  -0.011
O  5.6307  1.6032  14.7569  -0.0006  0.0001  -0.0113
O  8.1212  9.7874  11.5765  0.0035  0.0001  -0.01
O  9.2079  6.3402  21.2228  -0.0001  -0.0124  0.0032
O  8.9476  7.7469  12.8426  -0.0002  -0.0013  -0.0117
O  1.6407  0.1494  11.8777  -0.0012  0.0011  -0.0126
O  6.6218  6.2027  17.0592  -0.0009  -0.0005  -0.0149
O  7.3881  7.8416  15.03  -0.0009  0.001  -0.0114
O  1.1227  10.3872  21.2174  -0.0149  0.013  0.0046
O  10.0206  8.258  18.3511  -0.0007  0.0015  -0.009
O  3.9584  0.8943  21.0759  -0.0062  -0.0123  -0.0002
O  0.3252  5.3581  10.9267  0.0006  -0.0021  -0.0057
O  6.6904  1.5949  9.6422  -0.0031  -0.0019  -0.0104
O  4.7686  8.7444  14.6685  0.0002  0.0002  -0.0118

Results
free energy: -135405.248 eV
free energy less fixed offsets of O -568.88, P -755.39, Si -635.61 eV per atom: 0.762 eV

The program warned: the cutoff lies below the one the program advises for these potential files; the forces do not sum to zero within the program's tolerance; the exchange-correlation potential is rough where the density is thin.
